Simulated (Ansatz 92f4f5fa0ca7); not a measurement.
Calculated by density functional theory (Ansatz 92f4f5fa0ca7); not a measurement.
Periodic cell of 259 atoms, Si144O115, from a study of silicon, its oxide and their interface. The atomic structure is a simulated model.
This geometry differs little from another in the collection (a relaxation step or a small displacement).

Settings
functional: r2SCAN
potential files: Ansatz PAW
basis: plane waves
wave-function cutoff: 800 eV
density cutoff ratio: 5
exchange-correlation grid ratio: 1
k mesh: 1 x 1 x 1, shifted by 0.5 0.5 0 of a step
self-consistency stop: 1e-10 eV per atom in the density residual
occupations: fixed
spin: none
net charge: 0

Cell vectors (angstrom)
a	10.88	0	0
b	0	10.88	0
c	0.5349	-2.6231	36.4358

Atoms and the computed forces on them: element, x, y, z (angstrom), force x, y, z (eV/angstrom)
Si	7.3609	11.2988	21.3691	0.0104	-0.0022	0.047
Si	4.1893	9.1047	-4.6733	0.0087	0.0094	-0.0007
Si	8.2904	7.5237	-2.5324	-0.0068	0.0537	-0.0215
Si	6.7624	12.5028	16.1835	-0.0153	0.027	-0.0903
Si	7.7705	5.7476	-6.6824	0.0227	-0.0073	0.0456
Si	1.6092	6.9931	-11.4771	0.0147	0.006	0.0711
Si	6.9206	10.4666	18.3282	-0.0052	-0.0002	-0.0839
Si	10.7352	14.8731	-2.3153	-0.0029	0.0008	-0.075
Si	4.8462	8.8213	0.1086	-0.0194	-0.0032	0.0302
Si	8.6882	12.7424	0.0761	-0.015	-0.0039	-0.0695
Si	5.771	4.4093	0.1513	-0.0102	-0.0102	-0.0655
Si	7.9559	6.5865	0.2798	-0.0006	0.0177	-0.0477
Si	0.5308	10.0723	0.1509	-0.0154	-0.0198	-0.0631
Si	2.2669	11.8228	0.0727	0.0235	0.0294	-0.0573
Si	9.5524	16.217	1.403	0.0008	-0.0126	0.0059
Si	3.0759	7.1842	0.3375	-0.0122	0.0002	-0.0231
Si	4.0372	10.7696	1.2543	-0.0011	-0.0101	0.0002
Si	6.8976	13.6223	1.3577	0.0106	0.0008	0.0038
Si	4.1456	5.4708	1.4846	-0.0015	0.0017	0.0114
Si	6.6791	8.1279	1.4648	-0.0015	-0.0047	0.0116
Si	9.5865	10.9655	1.3456	-0.0039	0.0041	0.0142
Si	12.1545	13.5587	1.3208	-0.0062	-0.0045	0.0016
Si	10.3724	14.4547	0.0155	-0.0078	0.001	0.0228
Si	1.3978	8.2966	1.4764	0.0032	0.0018	0.0082
Si	2.7593	9.5761	2.8595	0	0.0019	-0.0065
Si	5.4606	12.1858	2.575	-0.0042	0.0042	-0.0004
Si	2.6885	14.9387	2.6533	0.0056	-0.0045	0.0011
Si	5.4519	6.7799	2.9222	-0.0024	0.0024	-0.0056
Si	8.1446	9.561	2.6355	0.0009	-0.0022	0.0013
Si	10.8766	12.2679	2.8244	-0.0007	-0.0008	-0.0057
Si	8.1812	14.9465	2.8336	0.0035	-0.0017	-0.0057
Si	10.9072	6.7925	2.677	-0.0038	0.0033	0.0011
Si	4.0852	8.1757	4.2053	0	-0.0018	0.0011
Si	6.8066	10.896	4.0429	0.0012	-0.0001	-0.0013
Si	4.081	13.5521	3.9652	-0.0005	0.0042	0.0004
Si	6.825	16.2878	4.1839	-0.0064	-0.004	0.0016
Si	9.4978	8.1555	3.9944	0.0025	-0.0003	-0.0011
Si	12.243	10.9106	4.1506	-0.0052	-0.0038	0.0039
Si	9.5297	13.6059	4.189	-0.0007	0.001	0.001
Si	12.2618	5.4448	4.0656	-0.0001	-0.0006	-0.0046
Si	5.482	9.5512	5.4816	0.0018	0.0019	-0.003
Si	8.1426	12.2229	5.4761	0.0004	-0.0013	-0.0022
Si	5.409	14.8973	5.4075	-0.0018	-0.0005	-0.0052
Si	8.1926	6.8211	5.4346	-0.0021	0.0035	-0.0039
Si	10.8551	9.4979	5.3982	-0.0025	-0.0018	-0.0056
Si	2.7571	12.2644	5.4274	-0.001	0.004	-0.0061
Si	10.9124	4.1117	5.4811	0.0001	0.0003	-0.0039
Si	2.7058	6.784	5.4912	0	-0.001	-0.0034
Si	4.089	10.9166	6.8069	-0.0003	-0.0012	-0.0035
Si	6.7606	13.5901	6.8069	-0.0012	0.0024	-0.0045
Si	4.0967	16.2728	6.7963	0.0044	-0.0019	-0.0033
Si	6.8486	8.1579	6.8079	-0.0005	-0.0025	-0.0033
Si	9.5289	10.8418	6.7952	0.0049	-0.0014	-0.0027
Si	1.4094	13.601	6.7966	-0.0012	-0.0021	-0.0023
Si	9.527	5.4806	6.8122	0.0002	-0.0008	-0.0045
Si	12.2014	8.1748	6.7947	-0.0019	0.0039	-0.0028
Si	2.6988	9.5528	8.1241	-0.0015	-0.0019	-0.0029
Si	5.4225	12.2551	8.1992	-0.0026	-0.0013	-0.0015
Si	2.7601	14.9197	8.1776	0.0008	-0.0003	-0.0049
Si	5.4819	6.7678	8.126	0.001	-0.0013	-0.0024
Si	8.1992	9.4939	8.1868	0.0013	0.0008	-0.0015
Si	10.9231	12.2099	8.119	-0.0005	-0.0009	-0.0006
Si	8.1274	14.9858	8.1223	-0.0018	-0.0003	-0.0021
Si	10.8531	6.8489	8.1783	0.0002	-0.0013	-0.004
Si	4.0991	8.173	9.3869	0.0007	0.0007	0.0007
Si	6.8135	10.8692	9.4672	-0.0027	0.0056	-0.0034
Si	4.0839	13.5831	9.6233	0.0027	-0.0013	0.003
Si	6.8007	5.4308	9.5695	-0.0024	0.0019	-0.0041
Si	9.5255	8.1723	9.6253	-0.0011	-0.0017	0.0031
Si	1.3728	10.8832	9.5672	-0.0009	0.0008	-0.0029
Si	9.5248	13.5965	9.3792	0	0.0001	-0.0023
Si	1.3724	16.3319	9.4019	-0.0064	0.0025	0.0007
Si	5.4358	9.5038	10.7766	0.0005	-0.0027	-0.0029
Si	8.1902	12.2513	10.7462	0.0023	0.0031	-0.0043
Si	5.4476	14.9589	10.9792	0.0035	0.0023	-0.0038
Si	8.1443	6.7887	10.9702	0.0008	-0.0013	-0.0006
Si	0.0256	9.5495	10.9826	-0.0018	0.0013	-0.0044
Si	2.7196	12.2066	11.0017	-0.0011	-0.0027	-0.0063
Si	10.8682	14.9807	10.6869	-0.0011	-0.0016	-0.0036
Si	2.755	6.7994	10.6909	0.0019	0.004	-0.0017
Si	4.1358	10.765	12.2941	-0.0028	0.0085	0.0074
Si	6.8807	13.5311	12.215	-0.009	0.0019	0.0012
Si	4.0149	5.5214	12.1956	0.0014	-0.0071	0.0094
Si	6.7005	8.1653	12.247	0.0085	-0.0041	0.0031
Si	-1.4055	10.9714	12.2542	0.0018	-0.0037	0.011
Si	1.2673	13.6888	12.1498	0.0055	0.0023	0.0069
Si	9.5609	5.3539	12.193	-0.0073	0.0034	0.007
Si	1.4603	8.0723	12.1565	-0.0019	0.004	0.0082
Si	3.2349	8.9015	13.4602	-0.0102	0.0026	0.0148
Si	5.9772	11.7116	13.4322	0.0129	-0.0308	-0.0727
Si	2.2168	4.5694	13.3772	-0.0028	0.0044	0.0184
Si	4.9595	7.2142	13.5562	0.005	-0.0036	0.0095
Si	7.6795	9.9472	13.397	-0.0262	0.0287	-0.0687
Si	-0.5262	12.8625	13.4148	-0.0268	0.0009	-0.0633
Si	7.8827	4.3638	15.692	-0.0044	-0.0145	-0.0876
Si	0.5001	6.2881	13.3389	0.0149	-0.0269	-0.0702
Si	0.398	4.1738	-7.9957	-0.0071	-0.0091	0.0684
Si	8.5853	14.5393	13.5078	-0.0046	0.0059	0.0228
Si	1.5153	13.7091	17.7661	-0.0129	0.0036	-0.0825
Si	3.4507	9.7021	20.0363	0.0087	0.0031	-0.0041
Si	1.6815	6.4525	-2.4167	0.0111	-0.0254	-0.0462
Si	0.5737	11.5669	16.0057	-0.0086	0.0111	-0.0973
Si	0.8243	12.5347	-11.9168	0.0015	-0.02	0.0788
Si	10.1189	10.3073	-8.9918	-0.017	0.0005	0.0937
Si	6.8396	13.1946	-10.5039	0.0012	-0.002	0.0728
Si	9.4447	6.2131	-11.8805	-0.0148	-0.0031	0.0639
Si	2.6185	9.3975	15.6444	0.0272	-0.0305	-0.0802
Si	3.3034	6.1734	-4.8178	0.0089	-0.01	0.0154
Si	5.3848	14.1173	-2.7072	-0.0042	0.0181	-0.0461
Si	8.0791	4.6435	-3.8482	-0.017	-0.0678	-0.0215
Si	4.8385	5.0188	-6.9874	-0.0014	0.0044	0.0677
Si	4.571	14.654	-11.9277	0.0029	0.0175	0.0661
Si	8.7461	4.4937	-9.4531	-0.0081	0.0173	0.0957
Si	8.9039	11.2567	-11.6681	-0.0038	-0.0104	0.0649
Si	1.032	6.8954	-6.781	0.0102	0.004	0.0539
Si	7.2516	11.7028	-2.4627	0.0067	-0.0257	-0.0493
Si	0.0598	9.0398	-2.8408	-0.0117	0.0178	-0.0659
Si	5.7451	9.1619	-2.0161	-0.0207	0.0015	-0.0754
Si	5.3907	6.2021	15.7029	-0.013	-0.0062	-0.1101
Si	3.5883	12.5882	19.8294	0.0161	-0.0039	-0.0073
Si	5.284	9.5809	22.6315	0.0045	-0.0231	0.0677
Si	1.6221	10.8223	-4.7925	-0.0039	-0.0002	0.0136
Si	8.3307	11.097	-5.4229	-0.0082	0.0027	0.0257
Si	8.7436	6.1113	23.1465	-0.0015	0.0113	0.0501
Si	4.7652	13.0089	-8.2128	0.0149	0.0024	0.0767
Si	5.6979	10.6794	-6.8791	0.0025	-0.0379	0.0747
Si	1.8514	10.0104	-10.63	-0.0017	0.006	0.0712
Si	4.7044	9.4429	-9.5882	0.0213	0.011	0.0803
Si	10.6454	12.3003	-6.7252	0.0051	-0.0151	0.0543
Si	5.9418	13.9927	20.8877	-0.0023	0.0087	0.0231
Si	2.4685	13.9732	-9.7419	-0.0013	0.0066	0.0745
Si	4.4807	14.8868	23.3574	-0.011	-0.0054	0.0718
Si	8.7542	10.3879	16.0817	-0.0201	-0.0032	-0.1018
Si	4.6128	8.515	17.7006	0.0074	-0.0147	-0.106
Si	2.8711	4.5538	15.6326	-0.0037	0.0401	-0.1116
Si	9.9429	12.7929	21.8471	-0.0015	0.0077	0.0259
Si	2.5099	13.1226	-2.8669	0.0057	0.0136	-0.0503
Si	5.3248	9.3725	-12.428	-0.0038	-0.0028	0.0559
Si	9.3989	8.4749	-6.6536	-0.0049	0.0085	0.042
Si	0.9217	6.8985	16.2697	0.0277	-0.0036	-0.0827
Si	8.7417	4.4592	20.5159	-0.0008	-0.0126	0.0127
Si	3.146	6.8749	-8.8901	-0.014	-0.0075	0.074
Si	10.1414	5.0555	17.8196	0.0061	0.0076	-0.0894
Si	1.8038	11.2974	21.7003	-0.0169	0.0203	0.0294
O	8.2063	4.7544	-5.4674	0.0012	0.0031	-0.0134
O	1.6669	8.5938	-11.3622	-0.0028	-0.0239	-0.0304
O	8.6877	7.3332	-0.9774	-0.0023	-0.0187	0.0903
O	0.0559	9.6766	-1.3656	0.0192	0.0429	0.1192
O	0.424	10.1981	-3.9015	-0.0028	-0.0025	0.0085
O	3.2952	12.9036	-8.8648	-0.019	0.0007	-0.0336
O	2.2949	6.5162	-0.9415	0.023	0.0049	0.0513
O	5.7012	12.1791	15.0012	0.0091	0.0132	0.0967
O	1.9845	10.8879	15.6363	-0.0144	0.0149	0.0356
O	6.9512	5.7114	15.719	0.0029	-0.0045	0.0302
O	9.503	9.0589	-8.1639	0.0086	0.0132	-0.0409
O	6.1682	5.8772	-6.7231	-0.0053	0.0012	-0.0216
O	4.7498	11.9756	-6.9753	-0.0046	0.0152	-0.0311
O	10.7969	6.5094	17.4807	-0.0191	-0.0106	0.0466
O	0.0905	6.4857	-11.4444	0.0009	0.0056	-0.016
O	0.1887	13.8395	-6.9497	0.0066	0.0169	-0.0235
O	2.4668	14.1365	16.5175	-0.016	-0.0433	0.0789
O	4.9824	14.8824	21.8331	0.0134	-0.0096	-0.0379
O	1.2267	7.9167	-2.9256	0.0245	-0.0065	-0.0252
O	6.5203	12.6671	21.6359	-0.0023	0.0024	-0.0161
O	6.9714	14.0823	16.3967	-0.0054	-0.0142	0.0376
O	2.6838	12.3719	-1.4341	-0.0125	-0.0333	0.0905
O	6.5775	14.9448	-3.4892	-0.0069	0.0035	0.0121
O	8.2428	6.1318	-3.2997	0.0095	0.0192	-0.0126
O	1.8042	10.7532	23.2186	0.0001	0.0079	-0.0373
O	3.05	12.3171	21.3622	-0.006	-0.0053	-0.0048
O	4.5997	9.4704	-3.1424	0.0205	-0.0095	0.0248
O	5.1628	14.4426	-7.5867	0.0001	-0.0189	-0.0353
O	5.6891	9.5729	-10.8623	-0.002	0.0001	-0.0404
O	3.5483	8.4892	18.9523	-0.0272	0.0019	0.0387
O	1.5813	11.1067	-11.797	-0.0047	0.0185	-0.0384
O	3.5113	14.687	-10.7205	0.0101	0.0082	-0.0449
O	2.4395	13.3874	19.0388	0.0136	-0.0034	0.0237
O	4.3219	8.0957	-12.4803	-0.0038	-0.0146	-0.0235
O	9.2185	5.1218	19.1317	-0.0195	0.0012	0.023
O	8.2239	11.9004	15.7577	0.0023	0.0003	0.0523
O	2.421	6.3525	-10.2327	-0.0215	0.0152	-0.0572
O	5.2964	9.717	-5.6631	-0.0039	0.0168	-0.0315
O	9.9938	13.4347	23.3217	-0.0052	-0.0119	-0.0314
O	6.7818	10.0534	22.2202	0.0095	0.011	-0.0243
O	1.8997	6.4138	-5.5398	-0.0285	0.012	-0.0156
O	5.8384	12.5983	-9.3708	0.0124	0.0097	-0.0433
O	0.3532	5.5368	-2.4743	-0.0065	-0.0058	0.0169
O	0.1284	12.6439	14.901	0.0393	-0.0278	0.0961
O	8.9601	9.6301	-5.6322	0.0091	-0.0195	-0.0081
O	6.0492	14.2645	-11.416	-0.0151	0.0065	-0.0312
O	6.7702	8.0753	-2.6645	-0.0094	0.0167	0.0192
O	9.2042	10.4589	-10.3002	-0.0137	0.0081	-0.0547
O	4.4264	9.3772	21.283	-0.0082	-0.0022	-0.018
O	9.378	7.554	23.5499	-0.0051	-0.0171	-0.0271
O	4.2848	7.9228	-9.2967	-0.0017	0.0016	-0.0264
O	4.472	4.8458	15.7445	0.0112	0.0003	0.0471
O	5.9274	9.2082	18.3189	0.0096	0.0028	0.0104
O	0.1046	6.7364	14.8789	-0.0068	0.0202	0.0999
O	7.1846	11.2224	-6.5618	-0.0127	0.001	-0.0177
O	9.461	8.4552	-3.1496	-0.0098	0.0144	0.0039
O	8.1163	9.4444	14.9278	0.0253	-0.0049	0.0981
O	6.3077	11.747	17.5337	0.0077	-0.0231	0.0469
O	9.4315	12.2556	-5.6573	0.0049	0.0072	-0.0154
O	6.8807	5.5119	-0.3508	0.0047	-0.0025	0.0297
O	6.721	10.4109	-1.6691	0.0208	0.0168	0.0196
O	1.5588	8.3796	16.3707	-0.0121	-0.0065	0.0418
O	3.8489	13.9831	-3.253	-0.0013	-0.0027	0.0202
O	2.3606	12.0165	-4.0189	0.0067	0.0118	0.0169
O	5.2897	8.1588	23.4214	-0.0002	0.0191	-0.0335
O	10.0978	11.659	-8.1049	0.0143	-0.0133	-0.0391
O	9.3498	14.6918	-3.2069	0.0238	-0.0017	0.0318
O	7.1506	6.2968	23.1809	0.027	-0.0108	-0.0221
O	1.9851	7.5073	-7.9405	0.0203	-0.0056	-0.0309
O	2.1655	5.8657	16.289	-0.0162	0.0043	0.0466
O	10.8874	8.0047	-6.2411	0.0079	-0.0082	-0.0235
O	8.0039	13.9919	-9.7569	-0.0157	-0.0144	-0.0422
O	2.7348	9.6826	-5.0755	-0.0014	0.0046	-0.0058
O	0.4623	12.1329	21.422	0.0198	-0.0171	-0.0116
O	0.7045	12.3536	17.4039	0.0023	0.0147	0.04
O	3.3231	10.2167	-9.977	-0.0163	0.0005	-0.0228
O	9.0627	5.5704	21.6549	0.0051	-0.0031	-0.0204
O	3.9829	9.4328	16.527	0.0021	-0.0136	0.0507
O	5.1477	14.7206	-1.2328	0.0159	0.0265	0.0817
O	1.865	14.9827	-8.6415	0.0169	-0.0112	-0.0408
O	10.2789	14.9706	-9.2411	0.004	-0.0046	-0.0328
O	1.981	10.0244	20.6777	-0.0075	-0.0092	-0.0142
O	8.1999	5.1204	-8.0887	0.0135	-0.0254	-0.0489
O	3.8873	11.0851	19.2653	-0.0008	0.0045	0.0035
O	10.3559	10.3821	16.0544	0.014	0.0066	0.0365
O	4.9497	13.4565	19.7268	-0.0013	-0.0006	-0.0038
O	1.2546	13.3333	-10.5794	-0.0065	-0.007	-0.0424
O	0.7747	10.0915	-9.4316	0.0337	-0.0012	-0.0465
O	9.2291	4.5969	16.5622	0.0396	0.0126	0.0614
O	4.2078	7.5068	-4.8799	-0.0037	-0.0205	0.001
O	7.1663	14.9326	20.3985	-0.0047	-0.0045	-0.0004
O	2.8735	14.7769	23.5846	0.0018	-0.0023	-0.0259
O	5.541	9.9284	-8.2992	-0.0167	0.0044	-0.0412
O	0.196	5.6046	-7.2815	0.004	-0.0123	-0.0404
O	8.723	7.6069	-12.2526	-0.0057	0.0058	-0.0235
O	4.6692	10.8193	23.5026	-0.0045	-0.0195	-0.03
O	9.5596	13.9666	20.7997	-0.0046	0.0105	-0.0062
O	7.8084	11.2773	-3.9124	-0.0009	0.0095	0.0147
O	4.6373	5.3126	-12.4249	-0.0056	0.0112	-0.045
O	8.3799	7.2357	-6.5377	-0.0034	0.0026	-0.0158
O	8.6231	5.5573	-10.6573	0.0071	0.0176	-0.0488
O	3.912	5.737	-8.0758	-0.0206	0.0107	-0.0445
O	8.874	11.583	21.8227	-0.0178	-0.0033	-0.0191
O	5.9463	12.615	-2.653	0.0011	-0.0181	0.0042
O	10.0997	12.314	-11.9649	0.0142	0.0081	-0.0273
O	0.4562	14.8785	18.082	0.009	-0.0069	0.0217
O	7.3	10.9173	19.8107	0.0058	0.0038	0.0141
O	8.2582	9.9735	17.5525	-0.0061	-0.0026	0.0514
O	4.07	4.9574	-5.5555	0.0077	0.0045	-0.0241
O	0.9984	11.4041	-6.1686	-0.0098	0.008	-0.0212
O	2.9059	5.8516	-3.2938	-0.0021	0.0054	0.0031
O	8.3634	12.3975	-1.5198	0.0172	0.0093	0.0697
O	5.0266	7.0899	17.0356	-0.0087	0.0429	0.0909
O	7.5008	12.0486	-11.4458	0.0027	-0.0056	-0.021
O	1.1145	13.9744	-2.8559	-0.0124	0.0053	0.0156

Results
free energy: -157706.512 eV
free energy less fixed offsets of O -570.45, Si -639.56 eV per atom: -8.122 eV

The program warned: the cutoff lies below the one the program advises for these potential files; the forces do not sum to zero within the program's tolerance; empty levels may hold ghost states of the PAW files; the exchange-correlation potential is rough where the density is thin.
